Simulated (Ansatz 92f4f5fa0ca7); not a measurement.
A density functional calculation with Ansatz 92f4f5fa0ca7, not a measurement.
Periodic cell of 223 atoms, Si133O90, from a study of silicon, its oxide and their interface. The atomic structure is a simulated model.
Doubt: the cutoff is far below the 930 eV that the study's wrapper takes by default for these files, so forces and energies are approximate.
This geometry differs little from another in the collection (a relaxation step or a small displacement).

Settings: functional PBE; potential files Ansatz PAW; basis plane waves; wave-function cutoff 580 eV; density cutoff ratio 5; exchange-correlation grid ratio 1; k mesh 1 x 1 x 1, Gamma-centred; self-consistency stop 5e-08 eV per atom in the density residual; occupations fixed; spin none; net charge 0.

Cell vectors (angstrom)
a 10.938 0 0
b 0 10.938 0
c 0 0 32.3588

Atoms: element, x, y, z (angstrom)
Si 0.303 -0.1645 24.9258
Si 5.3302 0.1586 24.8906
Si 2.9835 2.3139 24.9449
Si 8.1308 3.0027 24.9603
Si -0.1444 5.8332 24.973
Si 5.8624 5.2117 24.7849
Si 2.5885 8.5727 24.653
Si 8.4621 7.9127 25.0407
Si 1.429 1.3071 26.3483
Si 6.9152 1.3689 26.1729
Si 4.1263 4.1066 26.036
Si 9.6822 4.1649 26.2517
Si 1.4878 6.9743 26.1546
Si 6.8782 6.7464 26.2818
Si 4.156 9.5367 26.1697
Si 9.6221 9.5921 26.2003
Si 2.7996 -0.0786 27.6268
Si 8.2249 -0.0104 27.5631
Si 0.029 2.723 27.5973
Si 5.4747 2.7398 27.5222
Si 2.7682 5.4682 27.4912
Si 8.2484 5.4266 27.6405
Si 0.0405 8.2232 27.5788
Si 5.4864 8.1613 27.5612
Si 4.1018 1.3673 28.9405
Si 9.5708 1.3673 28.9405
Si 1.3673 4.1018 28.9405
Si 6.8362 4.1018 28.9405
Si 4.1018 6.8362 28.9405
Si 9.5708 6.8362 28.9405
Si 1.3673 9.5708 28.9405
Si 6.8362 9.5708 28.9405
Si 0 0 30.3078
Si 5.469 0 30.3078
Si 2.7345 2.7345 30.3078
Si 8.2035 2.7345 30.3078
Si 0 5.469 30.3078
Si 5.469 5.469 30.3078
Si 2.7345 8.2035 30.3078
Si 8.2035 8.2035 30.3078
Si 1.3673 1.3673 31.675
Si 6.8362 1.3673 31.675
Si 4.1018 4.1018 31.675
Si 9.5708 4.1018 31.675
Si 1.3673 6.8362 31.675
Si 6.8362 6.8362 31.675
Si 4.1018 9.5708 31.675
Si 9.5708 9.5708 31.675
Si 2.7345 0 0.6835
Si 8.2035 0 0.6835
Si 0 2.7345 0.6835
Si 5.469 2.7345 0.6835
Si 2.7345 5.469 0.6835
Si 8.2035 5.469 0.6835
Si 0 8.2035 0.6835
Si 5.469 8.2035 0.6835
Si 4.1018 1.3673 2.0507
Si 9.5708 1.3673 2.0507
Si 1.3673 4.1018 2.0507
Si 6.8362 4.1018 2.0507
Si 4.1018 6.8362 2.0507
Si 9.5708 6.8362 2.0507
Si 1.3673 9.5708 2.0507
Si 6.8362 9.5708 2.0507
Si 0 0 3.418
Si 5.469 0 3.418
Si 2.7345 2.7345 3.418
Si 8.2035 2.7345 3.418
Si 0 5.469 3.418
Si 5.469 5.469 3.418
Si 2.7345 8.2035 3.418
Si 8.2035 8.2035 3.418
Si 1.4262 1.3538 4.7202
Si 6.8324 1.3406 4.8826
Si 4.0546 4.1265 4.7163
Si 9.5159 4.1424 4.7865
Si 1.2892 6.8596 4.7634
Si 6.7714 6.8857 4.7559
Si 4.094 9.6219 4.8828
Si 9.5233 9.5906 4.7728
Si 2.7766 0.167 6.2618
Si 8.1626 -0.1453 6.3042
Si 0.0316 2.717 5.959
Si 5.3908 2.819 6.124
Si 2.6353 5.4505 6.0492
Si 8.0584 5.4978 6.1382
Si -0.2409 8.0676 6.1182
Si 5.4616 8.2173 6.2428
Si 3.7988 1.8962 7.5675
Si 9.8698 1.1695 7.279
Si 1.4131 3.9557 7.4099
Si 6.381 4.4677 7.4371
Si 4.1091 6.635 7.3883
Si 8.9812 7.1669 7.4767
Si 1.3041 10.1769 7.8263
Si 7.2262 8.9851 7.6803
O 9.5876 6.8462 24.4582
O 4.1762 1.262 24.5129
O 11.6478 8.7641 7.2808
O 2.5721 2.927 8.0087
O 6.9575 4.032 24.4498
O 1.3775 9.6529 24.3856
O 5.2485 5.5635 7.974
O 0.0459 0.272 8.1536
O 6.9816 3.8111 8.8203
O 6.694 9.3323 9.2366
O 9.5987 6.5555 8.9027
O 2.1502 9.7372 9.1704
O 4.5758 1.5321 8.9789
O -1.6442 4.1319 10.0476
O 9.1281 2.3534 8.1357
O 3.0686 7.2107 8.5452
O 7.6232 8.4498 23.7357
O 8.9156 2.548 23.5848
O 5.5785 5.8612 23.301
O 2.1375 2.4719 23.5228
O 10.778 0.6281 23.5569
O 0.6676 5.3412 23.6376
O 3.1841 8.3211 23.1108
O 5.7883 10.3732 23.4596
Si 7.7225 -2.8298 20.4939
Si 5.6604 6.009 21.6759
Si -0.8041 7.3919 18.9373
Si 8.5528 -0.5985 13.8122
Si 4.5945 1.4317 10.6059
Si 8.3385 1.5476 11.7817
Si -0.2685 0.9488 13.0641
Si 1.1947 5.4355 22.1151
Si 5.4653 5.4534 14.372
Si 6.4084 -2.7125 17.664
Si 8.3091 3.0403 9.3373
Si -1.3187 12.5424 19.7374
Si 1.1768 6.6773 11.8655
Si 3.0468 7.7326 21.5737
Si 6.8622 2.0673 18.6777
Si -3.4818 -6.8794 16.534
Si 2.2982 2.74 19.2497
Si 2.8173 8.3346 9.7134
Si 4.9931 3.1668 20.5481
Si 3.7636 8.761 18.734
Si -1.5531 1.1497 22.9086
Si 2.4722 4.8876 13.837
Si 1.1938 8.696 17.2381
Si -1.6298 12.5796 15.5643
Si 10.3654 5.2986 9.6289
Si 5.1615 10.8332 17.2414
Si 7.2317 9.8097 22.9443
Si 4.884 0.3873 14.3269
Si -2.2598 -4.2175 16.424
Si 5.6864 9.3854 10.5422
Si 0.5467 0.7717 17.7301
Si 6.1731 2.8568 12.8824
Si -0.0294 4.4548 19.6271
Si 2.6791 2.8939 22.0611
Si 11.2328 6.8243 14.7352
Si 2.6423 1.7995 12.7312
Si 6.3209 -2.4063 13.4379
O 0.5377 -2.6741 18.6894
O 3.083 1.7814 11.1518
O 5.9579 1.209 17.6777
O -2.4679 11.1881 15.2299
O 1.1735 5.3957 14.7559
O 1.4399 4.1116 18.9944
O 1.8441 7.7932 10.8949
O 3.5795 0.7094 13.4622
O 11.7867 -3.0647 15.8697
O 4.3894 0.3202 15.879
O 6.1879 -1.3145 16.8664
O -2.7432 2.797 15.8089
O 7.8218 0.175 12.5322
O 5.8684 7.0211 13.9653
O -1.5567 7.6761 17.5215
O 5.7861 4.4107 13.1583
O 3.8413 5.3625 14.6193
O 6.2121 2.1789 20.1611
O 3.126 8.7284 20.2566
O 3.8893 3.1408 19.3074
O 5.6531 4.6104 20.8577
O -0.1849 11.5115 19.1809
O 7.3267 9.438 21.3651
O 7.8391 1.7729 10.2576
O 10.1542 -0.5797 13.425
O 0.0113 4.7854 21.2212
O 4.3171 6.7925 21.2637
O 5.8266 12.6621 14.0423
O -0.5461 -9.4011 16.7831
O 6.2723 4.7835 15.6492
O 0.4745 -3.5717 13.1895
O 7.8579 8.8749 13.9578
O -5.943 7.7264 18.3515
O 6.9243 3.5509 17.9915
O -3.6386 8.4865 18.9856
O 2.5416 3.2665 13.4862
O -1.3248 -4.2295 15.062
O 7.7935 -8.131 12.6711
O 8.2647 1.2878 18.8993
O -0.71 1.9779 14.2569
O 4.2996 8.6063 10.2728
O 5.2649 -0.024 10.935
O 9.3367 7.8168 20.3096
O 0.9269 -0.6395 17.02
O 9.4855 1.3431 21.3201
O 1.6144 6.9216 21.5738
O 1.2749 0.9759 12.7895
O 6.3549 -2.3575 11.8009
O -3.8212 7.2687 16.5342
O -0.5451 16.7313 18.9045
O 4.2751 2.5864 21.8974
O -2.3302 -5.781 16.8372
O 2.7544 8.4037 17.5173
O 11.0084 5.8349 11.0186
O 6.9921 6.8118 21.1637
O 1.9028 2.2013 20.78
O -0.9813 1.4905 11.7003
O 2.3498 5.6605 12.3957
O 0.59 4.6841 8.6435
O 9.9312 3.1777 19.4278
O 8.2878 10.9699 23.3071
O 1.8979 1.6693 18.0693
O 4.2242 -0.6127 18.4854
O 5.4176 -1.1244 13.9481
O 2.5408 4.5243 21.9701
O 5.4797 2.516 11.4451

Results
free energy: -135733.887 eV
free energy less fixed offsets of O -568.88, Si -635.61 eV per atom: 1.443 eV

Forces (eV/angstrom), in the order of the atoms: element, x, y, z
Si -0.0172 0.0194 0.0137
Si 0.0037 -0.0075 0.0132
Si -0.0031 0.0119 0.0114
Si 0.0057 -0.0049 0.0047
Si 0.0136 -0.0116 0.0197
Si -0.0016 0.0044 0.0009
Si 0.0072 0.0005 0.009
Si -0.0148 0.0179 0.0142
Si -0.0076 0.0007 -0.0018
Si 0.0002 0.0039 0.0065
Si -0.0041 -0.0025 0.0068
Si -0.0005 -0.0036 -0.0031
Si 0.0023 -0.0081 -0.0049
Si -0.0062 0.0051 -0.0022
Si 0.0031 -0.0018 -0.0063
Si -0.0023 0.0033 0.003
Si 0.0021 -0.001 0.0063
Si 0.0004 -0.0039 0.0071
Si 0.0003 -0.005 0.0082
Si -0.0003 0.0023 -0.0033
Si -0.0021 -0.0035 0.0068
Si -0.0005 -0.0058 0.0102
Si 0.0031 0.0012 0.0068
Si 0.0041 0.0031 0.0096
Si 0.2792 0.0762 -0.0268
Si -0.0274 -0.0145 0.0313
Si 0.2831 0.2153 -0.206
Si -0.1167 -0.3127 0.1347
Si -0.0371 -0.2167 -0.1792
Si 0.2966 0.1557 0.1523
Si 0.0717 -0.1087 0.4763
Si -0.0046 -0.0622 -0.1858
Si 0.067 0.0504 -0.0117
Si 0.0324 0.1125 0.0045
Si 0.0239 0.0477 -0.0329
Si -0.1005 -0.0475 -0.0033
Si 0.03 0.1084 -0.0023
Si -0.0114 0.0162 -0.0351
Si -0.1204 -0.0104 0.0038
Si 0.0449 0.0371 -0.0065
Si -0.0474 -0.0004 -0.0084
Si 0.0881 -0.0018 -0.0076
Si 0.0448 -0.0236 -0.0076
Si -0.0013 -0.0374 -0.0412
Si 0.0458 -0.0487 -0.0142
Si -0.0137 -0.054 -0.0044
Si 0.0002 -0.0515 -0.0449
Si 0.0135 0.0207 -0.0063
Si 0.0176 0.0301 0.0151
Si -0.0632 0.0394 0.0249
Si 0.0124 0.0575 0.0079
Si -0.0125 -0.0429 -0.0108
Si -0.0829 0.0497 0.0155
Si 0.0501 0.0294 0.0253
Si 0.0042 -0.0328 0.0086
Si -0.0389 0.0881 0.0162
Si 0.0252 0.1192 -0.0194
Si 0.0897 0.0059 0.0174
Si -0.0455 -0.1218 -0.0059
Si -0.0968 -0.078 0.0006
Si 0.0754 -0.0862 -0.0047
Si -0.0172 -0.0532 -0.0065
Si -0.0254 -0.0019 -0.0171
Si 0.0645 -0.0897 0.023
Si 0.0054 -0.0564 -0.08
Si -0.0605 0.1148 0.4765
Si 0.1817 -0.0877 -0.7927
Si -0.2307 -0.1828 0.399
Si -0.336 -0.0796 -0.2478
Si -0.1448 0.1662 -0.3666
Si -0.0634 0.3076 0.5257
Si -0.1919 0.0046 -0.251
Si 0.0041 0.007 -0.0117
Si -0.007 0.0039 -0.0028
Si -0.0085 0.001 -0.0071
Si -0.0038 0.0062 -0.001
Si -0.0085 0.0083 -0.0004
Si 0.0033 0.0045 0.001
Si -0.0001 0.0031 -0.0058
Si -0.0121 0.0064 0.0033
Si 0.001 -0.0069 0.0045
Si 0.0113 0.0063 -0.0015
Si -0.0033 -0.0036 0
Si 0.009 -0.0113 0.0009
Si 0.003 0.0027 0.0029
Si 0.008 -0.0021 -0.0068
Si 0.0203 -0.0123 -0.0007
Si -0.0075 -0.0064 0.004
Si 0.0129 -0.0006 0.0034
Si -0.0085 0.0084 -0.0088
Si -0.0057 0.017 -0.0016
Si 0.0185 -0.0138 -0.0058
Si -0.0148 0.0119 -0.0213
Si -0.0236 0.0196 -0.0183
Si -0.0007 -0.0177 -0.0013
Si 0.0182 -0.0192 -0.0123
O -0.0021 0.0013 -0.0158
O 0 0 -0.0095
O 0.002 0.0109 0.003
O -0.0016 -0.0034 0.0082
O 0.0066 -0.0043 -0.0051
O 0.0063 -0.0089 -0.0066
O -0.0008 0.001 0.0199
O 0.0059 -0.0049 0.007
O -0.0007 -0.0031 0.0097
O -0.0121 0.0079 0.0195
O 0.0146 -0.0138 0.0211
O 0.002 -0.0023 0.0024
O 0.0018 -0.003 0.0067
O 0.0007 0.002 0.0045
O -0.0026 0.0001 0.0061
O -0.0051 0.0036 0.0121
O 0.0014 -0.0024 0.001
O -0.0033 -0.0032 0.0029
O 0.0001 0.0031 -0.007
O 0.0001 0.0008 -0.0121
O -0.0105 0.0021 -0.0067
O 0.0057 0.0024 -0.0056
O -0.0002 -0.0051 -0.0007
O 0.0005 0.0002 -0.0017
Si -0.0038 0.004 0.0019
Si -0.0038 0.0083 0.0068
Si 0.0029 0.0025 -0.0082
Si 0.0004 -0.0008 0.0052
Si 0.001 -0.0004 -0.0114
Si -0.0081 0.0036 -0.006
Si 0.0025 0.001 0.0028
Si 0.0024 -0.0016 0.0045
Si 0.0032 0.0034 0.0029
Si 0.0042 0.01 0.0038
Si 0.0062 0.0015 -0.0071
Si 0.0014 -0.0042 0.0133
Si -0.0033 0.0015 -0.0073
Si 0.0064 0.002 0.0013
Si 0.0033 0.0031 -0.0082
Si 0.0011 0.0019 -0.0037
Si -0.0068 -0.0052 0.0036
Si 0.0022 0.0038 -0.0087
Si 0.0035 0.0023 0.0018
Si 0.0012 -0.0005 -0.0035
Si -0.0029 -0.0058 0.0112
Si 0.0002 -0.0013 0.0054
Si 0.0051 0.0008 0.0004
Si -0.0017 0.003 0.0028
Si -0.0041 -0.0007 -0.007
Si 0.0095 0.0038 -0.0043
Si 0.009 0.0129 0.0072
Si 0.0037 -0.0003 0.0005
Si -0.0038 -0.0007 0.0001
Si -0.0023 0.0016 -0.0032
Si -0.0016 -0.0023 -0.0054
Si -0.0017 -0.0033 -0.0045
Si -0.0063 -0.0012 0.0049
Si -0.0041 0.0006 0.0143
Si -0.0034 0.0015 0.0062
Si -0.0004 -0.0044 -0.0037
Si -0.0017 0.0009 -0.0017
O 0.0007 -0.0013 0.0024
O 0.001 0.003 0.0032
O -0.0052 -0.0087 0
O -0.0004 -0.0001 0.0001
O 0.0018 0.0004 -0.0023
O 0.0002 -0.0006 0.0041
O -0.0037 -0.0056 0.0092
O 0.0002 0.002 0.004
O 0.0003 -0.0001 0.0027
O 0.0047 -0.0021 0.006
O -0.0029 -0.0012 0.0174
O -0.0001 -0.0007 0.0033
O 0.0014 -0.0007 0.0019
O 0.0006 -0.0008 0.0002
O 0.0048 0 0.0077
O -0.0007 0.0031 0.0013
O -0.0018 0.0001 -0.002
O -0.0024 0.0016 0.0056
O 0.0002 0.0021 0.0046
O 0.0011 -0.0004 0.0038
O -0.0011 0.004 0.0012
O 0.0016 -0.0017 0.003
O 0.0026 -0.0061 -0.0026
O -0.0002 -0.0021 0.0055
O 0.0019 -0.0002 0.0003
O 0.0009 -0.0018 -0.0034
O 0.0119 -0.0024 0.0081
O 0.0016 -0.0007 0.0019
O -0.0016 -0.0009 0.0031
O 0.0009 -0.001 0.002
O 0.0015 -0.0006 -0.0003
O 0.0021 0.0004 0.0022
O 0.0071 0.0047 0.0019
O 0.0001 -0.0025 0.0071
O -0.0125 -0.0071 -0.0132
O 0.0023 0.0001 0.0019
O 0.0041 0.0021 -0.0007
O 0.0048 0.0021 0.0051
O -0.0084 0.002 -0.0015
O 0.0018 -0.0019 0.0012
O 0.0045 0.0033 0.0002
O 0.0024 -0.0013 0.0015
O 0.0007 -0.0009 0.0064
O -0.001 -0.0013 0.006
O 0 0.0007 -0.0065
O 0.0014 -0.0034 0.0028
O -0.0058 0.0032 0.0032
O -0.0003 -0.0003 0.0013
O -0.0018 0.0048 0.0042
O -0.0021 -0.0012 0.0035
O 0.001 -0.0011 0.0002
O 0.0008 0.0006 0.0021
O -0.0027 0.0032 0.0011
O 0.01 0.0077 0.0143
O -0.0037 -0.0016 0.0025
O 0.0002 0.0005 -0.001
O 0.0041 0.0014 0.001
O 0.0008 0.0007 0.0001
O 0.0003 -0.0002 0.0009
O 0.0047 0.0063 0.002
O 0.0036 -0.0028 0.0001
O 0.0024 0.0029 0.0055
O 0.0028 0.0019 0.0033
O -0.0002 0.0031 0.0009
O -0.0029 0.0012 -0.0003
O 0.0011 -0.0009 0.0057

The program warned: the cutoff lies below the one the program advises for these potential files; the exchange-correlation potential is rough where the density is thin.
